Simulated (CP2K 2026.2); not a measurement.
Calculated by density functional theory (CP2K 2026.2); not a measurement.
Periodic cell of 506 atoms, Si360O144H2, from a study of silicon, its oxide and their interface. The atomic structure is a simulated model.
Doubt: the forces sum to 0.97 eV/angstrom along one axis rather than to zero, so they err by at least 0.0019 eV/angstrom per atom on average; the grid cutoff is modest.

Settings
functional: PBE
method: Gaussian and plane waves
basis set: DZVP-MOLOPT-SR-GTH
pseudopotentials: GTH-PBE
grid cutoff: 350 Ry, relative cutoff 50 Ry
k points: Gamma only
occupations: fixed
spin: none
net charge: 0

Cell vectors (angstrom)
a	16.32	0	0
b	0	16.32	0
c	1.6952	3.9354	34.0744

Atoms and the computed forces on them: element, x, y, z (angstrom), force x, y, z (eV/angstrom)
Si	1.242	15.322	0.052	0.067	-0.058	-0.138
Si	4.365	1.056	0.091	-0.1	0.111	-0.133
Si	1.196	4.214	0.079	-0.011	-0.041	-0.185
Si	3.887	7.016	0.083	0.125	-0.136	-0.322
Si	1.62	9.284	0.023	-0.045	0.247	-0.265
Si	4.199	12.034	0.205	-0.128	-0.022	-0.167
Si	6.522	15.105	0.098	-0.075	0.045	-0.105
Si	9.275	1.547	0.016	0.066	-0.138	-0.353
Si	7.075	3.792	0.09	-0.151	0.161	-0.304
Si	9.569	6.705	0.213	-0.078	0.042	-0.31
Si	6.427	9.795	0.187	0.162	-0.154	-0.208
Si	9.749	12.112	0.221	-0.065	0.018	-0.361
Si	12.597	14.592	0.168	-0.095	0.181	-0.454
Si	15.243	1.127	0.021	-0.037	0.169	-0.236
Si	11.836	4.365	0.012	0.14	0.032	-0.432
Si	17.053	10.433	34.024	-0.119	-0.05	-0.276
Si	11.928	9.894	0.088	0.054	-0.014	-0.553
Si	14.888	12.483	0.189	0.141	0.067	-0.467
Si	2.735	16.384	1.508	0.089	0.016	-0.309
Si	5.494	2.666	1.419	-0.003	-0.12	-0.226
Si	2.762	5.393	1.388	-0.063	0.117	-0.14
Si	5.428	8.119	1.481	-0.062	0.123	-0.152
Si	2.64	10.877	1.479	0.019	-0.135	-0.162
Si	5.387	13.605	1.51	0.045	-0.054	-0.279
Si	8.157	16.28	1.367	-0.104	0.018	-0.126
Si	10.867	2.681	1.342	-0.075	0.02	-0.025
Si	8.101	5.42	1.486	-0.017	-0.116	-0.184
Si	10.828	8.277	1.421	0.052	-0.026	-0.123
Si	8.1	10.927	1.462	0.052	-0.014	-0.28
Si	10.965	13.591	1.536	0.046	-0.044	-0.134
Si	13.681	16.298	1.396	0.012	-0.092	-0.235
Si	16.325	2.711	1.433	-0.044	-0.113	-0.267
Si	13.62	5.422	1.234	-0.014	0.07	-0.188
Si	16.354	8.117	1.351	0.081	-0.04	-0.147
Si	13.647	10.882	1.392	-0.11	-0.007	-0.042
Si	0.091	13.706	1.455	0.004	0.138	-0.276
Si	1.393	1.433	2.844	0.013	0.041	0.132
Si	4.119	4.052	2.767	0.031	-0.006	-0.042
Si	1.385	6.77	2.78	0.09	0.073	0.076
Si	4.049	9.509	2.839	-0.023	0.01	0.122
Si	1.337	12.269	2.826	0.047	-0.067	0.069
Si	4.023	14.948	2.863	-0.038	-0.055	0.122
Si	6.826	1.313	2.82	0.041	-0.062	0.09
Si	9.529	4.051	2.783	0.084	0.024	0.236
Si	6.768	6.768	2.847	-0.007	0.05	0.003
Si	9.46	9.541	2.834	-0.075	0.094	0.081
Si	6.805	12.291	2.855	-0.011	0.061	0.188
Si	9.544	14.981	2.783	-0.003	0.026	0.026
Si	12.265	1.346	2.717	-0.031	0.024	-0.038
Si	14.903	4.06	2.73	-0.059	0.092	0.091
Si	12.289	6.849	2.673	-0.043	-0.133	0.075
Si	14.976	9.477	2.734	0.029	-0.037	-0.011
Si	12.316	12.212	2.859	0.02	-0.016	0.18
Si	15.021	15.008	2.846	0.038	0	0.15
Si	16.364	16.373	4.22	-0.052	-0.08	-0.082
Si	2.763	2.76	4.201	-0.079	-0.05	0.024
Si	16.296	5.415	4.13	0.033	0.022	-0.121
Si	2.708	8.132	4.22	0.013	0.01	-0.201
Si	16.299	10.863	4.143	-0.01	0.051	0.022
Si	2.698	13.578	4.238	0.04	0.046	-0.033
Si	5.434	16.301	4.206	0.049	0.054	-0.1
Si	8.181	2.697	4.2	0.003	0.013	-0.174
Si	5.424	5.409	4.191	-0.008	0.01	0.06
Si	8.136	8.143	4.193	0.096	0.014	0.046
Si	5.437	10.888	4.205	-0.024	-0.062	-0.141
Si	8.197	13.636	4.196	-0.08	-0.06	-0.004
Si	10.909	16.34	4.138	-0.029	-0.015	0.045
Si	13.578	2.709	4.138	0.058	0.063	0.006
Si	10.921	5.467	4.109	-0.022	-0.071	-0.184
Si	13.621	8.149	4.135	-0.067	-0.025	-0.017
Si	10.88	10.873	4.195	0.05	0.031	-0.044
Si	13.655	13.613	4.214	-0.006	-0.015	-0.077
Si	1.343	14.957	16.571	-0.002	0.029	0.058
Si	4.072	17.683	16.535	-0.026	0.005	0.032
Si	1.379	4.095	16.543	-0.014	-0.022	0.045
Si	4.07	6.791	16.545	0.035	0.031	0.043
Si	1.383	9.537	16.539	0.021	-0.063	0.026
Si	4.063	12.246	16.552	0.003	0.016	0.024
Si	6.814	14.949	16.536	0.024	-0.02	0.016
Si	9.544	17.682	16.541	-0.029	0.002	0.019
Si	6.804	4.081	16.535	-0.014	0.015	0.022
Si	9.516	6.792	16.517	-0.025	0.011	0.036
Si	6.814	9.535	16.512	-0.029	-0.016	0.037
Si	9.528	12.234	16.546	0.023	0.029	0.023
Si	12.278	14.972	16.543	-0.046	-0.038	0.061
Si	14.963	17.653	16.572	0.053	0.034	0.06
Si	12.255	4.047	16.527	0.055	-0.014	0.013
Si	14.973	6.818	16.561	-0.011	-0.007	0.031
Si	12.254	9.524	16.571	-0.009	0.003	0.038
Si	14.954	12.25	16.554	-0.026	0.004	0.064
Si	2.733	16.311	17.923	-0.021	0.056	0.072
Si	5.403	2.754	17.9	0.07	-0.043	-0.009
Si	2.713	5.45	17.96	-0.015	-0.017	-0.023
Si	5.457	8.171	17.865	-0.002	0.018	0.083
Si	2.678	10.924	17.947	0.042	-0.001	0.086
Si	5.463	13.578	17.912	-0.067	0.022	-0.004
Si	8.164	16.331	17.894	0.045	-0.034	0.073
Si	10.944	2.67	17.933	-0.031	0.078	0.03
Si	8.19	5.417	17.905	-0.029	0.046	0.079
Si	10.84	8.164	17.899	0.076	-0.028	0.067
Si	8.15	10.884	17.921	-0.025	-0.023	-0.017
Si	10.91	13.607	17.885	-0.018	0.049	0.074
Si	13.623	16.288	17.989	-0.036	0.008	-0.003
Si	16.346	2.719	17.897	-0.018	-0.016	0.094
Si	13.588	5.43	17.886	-0.006	-0.046	0.075
Si	16.369	8.175	17.922	0.006	0.085	-0.056
Si	13.641	10.871	17.955	-0.011	0.016	0.122
Si	16.256	13.636	17.961	0.074	-0.092	-0.012
Si	1.37	17.68	19.306	0.067	0.083	-0.081
Si	4.07	4.091	19.336	0.016	-0.034	-0.033
Si	1.376	6.84	19.338	0.032	0	-0.012
Si	4.133	9.571	19.24	0.06	0.036	-0.109
Si	1.238	12.259	19.343	-0.07	-0.124	-0.079
Si	4.095	14.921	19.277	0.044	-0.005	-0.109
Si	6.749	17.683	19.228	-0.079	0.018	-0.142
Si	9.576	4.04	19.268	-0.022	0.033	-0.118
Si	6.802	6.798	19.25	-0.029	-0.072	-0.075
Si	9.478	9.515	19.298	0.004	-0.127	-0.027
Si	6.829	12.254	19.318	-0.022	0.018	-0.033
Si	9.58	15.001	19.257	0.055	0.047	-0.07
Si	12.287	17.646	19.376	-0.047	0.019	0.005
Si	14.989	4.099	19.254	0.046	0.047	-0.132
Si	12.188	6.769	19.243	-0.091	-0.039	-0.069
Si	15.061	9.52	19.335	0.055	0.105	-0.109
Si	12.241	12.254	19.292	0.074	0.011	-0.08
Si	14.943	14.953	19.442	-0.045	-0.055	0.06
Si	16.347	16.36	20.745	0.082	0.071	0.234
Si	2.724	2.73	20.721	-0.061	-0.089	0.277
Si	16.294	5.484	20.675	-0.142	-0.047	0.158
Si	2.803	8.234	20.616	0.099	-0.031	0.157
Si	16.266	10.926	20.877	-0.055	-0.063	0.318
Si	2.661	13.601	20.609	0.039	0.1	0.206
Si	5.429	16.319	20.63	0.021	-0.056	0.206
Si	8.158	2.675	20.541	0.044	-0.008	0.236
Si	5.443	5.466	20.666	0.034	0.135	0.308
Si	8.129	8.129	20.678	-0.017	0.086	0.166
Si	5.483	10.894	20.699	0.012	-0.108	0.247
Si	8.221	13.655	20.605	0.037	0.016	0.311
Si	10.915	16.293	20.768	-0.121	-0.033	0.302
Si	13.688	2.729	20.661	0.144	-0.058	0.122
Si	10.872	5.406	20.705	0.08	0.044	0.153
Si	13.633	8.098	20.503	-0.027	-0.135	0.114
Si	10.86	10.874	20.611	-0.17	0.221	0.075
Si	13.53	13.57	20.815	-0.109	-0.06	0.259
Si	1.61	15.175	22.043	-0.077	-0.156	0.32
Si	3.852	17.396	22.028	0.097	-0.032	0.264
Si	1.166	3.982	22.015	-0.015	-0.028	0.205
Si	4.362	7.131	22.006	-0.061	-0.05	0.105
Si	1.736	9.788	22.006	-0.115	0.043	0.268
Si	3.839	12.071	21.919	-0.091	0.029	0.353
Si	7.077	15.243	21.943	-0.046	-0.019	0.119
Si	9.25	17.472	21.974	0.025	0.048	0.069
Si	7.026	4.207	21.883	-0.02	-0.101	0.261
Si	9.198	6.493	22.005	-0.009	-0.104	0.299
Si	6.619	9.297	22.088	-0.059	-0.028	0.139
Si	9.749	12.476	21.97	-0.148	-0.101	0.154
Si	11.962	14.678	22.231	0.087	0.125	0.106
Si	15.316	18.041	22.077	-0.108	-0.08	0.33
Si	12.481	4.214	21.979	-0.056	0.165	0.233
Si	14.6	6.527	21.99	0.112	0.095	0.304
Si	12.347	9.531	21.758	0.211	0.073	-0.011
Si	14.417	11.889	22.259	0.464	0.248	0.041
Si	15.247	17.218	25.068	0.191	0.134	0.486
Si	7.085	12.85	29.324	-0.174	-0.111	-0.276
Si	11.037	18.723	24.219	-0.07	0.147	0.312
Si	12.526	16.019	25.097	-0.042	-0.105	0.541
Si	14.191	19.295	31.272	0.134	-0.156	-0.52
Si	2.36	6.169	29.857	0.078	0.184	-0.363
Si	11.366	15.262	27.89	0.081	-0.047	0.244
Si	10.125	8.596	27.291	0.137	-0.002	0.376
Si	13.982	5.265	26.912	0.014	-0.091	0.26
Si	5.317	8.96	26.939	-0.083	-0.009	0.145
Si	8.959	14.196	31.522	0.095	-0.17	-0.635
Si	6.677	6.407	26.569	-0.056	0.024	0.345
Si	14.308	15.188	28.895	0.004	0.068	-0.276
Si	15.919	5.428	31.225	-0.037	-0.098	-0.687
Si	9.228	17.337	29.123	-0.106	0.01	-0.513
Si	14.169	13.346	31.094	-0.174	0.343	-0.495
Si	4.452	17.591	31.925	0.159	-0.009	-0.334
Si	16.036	10.962	31.117	0.064	-0.091	-0.666
Si	11.165	4.487	26.289	0.241	0.104	0.39
Si	12.446	9.423	25.632	-0.108	-0.042	0.424
Si	4.836	14.798	28.826	0.135	-0.017	-0.257
Si	11.212	13.134	29.974	0.057	0.073	-0.417
Si	7.83	11.21	24.21	0.167	0.028	0.318
Si	14.91	7.433	24.993	-0.252	-0.217	0.538
Si	1.619	16.248	31.404	-0.322	-0.027	-0.648
Si	8.394	8.576	31.214	0.006	-0.037	-0.517
Si	6.009	10.455	31.034	-0.2	0.07	-0.531
Si	5.23	2.918	24.083	0.148	-0.14	0.398
Si	11.699	4.67	31.088	-0.094	0.162	-0.538
Si	2.918	10.822	26.486	0.325	-0.097	0.282
Si	2.941	13.837	30.929	0.01	-0.234	-0.565
Si	6.063	17.61	29.225	0.024	-0.101	-0.449
Si	16.939	9.396	24.768	0.13	0.157	0.71
Si	16.106	3.145	27.162	-0.001	0.072	0.178
Si	13.585	9.002	31.174	-0.126	-0.002	-0.558
Si	17.367	15.02	24.987	-0.032	-0.07	0.552
Si	8.596	6.647	28.896	-0.01	-0.045	-0.161
Si	4.383	6.38	31.863	0.064	0.032	-0.58
Si	13.356	6.617	29.662	-0.016	-0.093	-0.439
Si	5.615	13.469	24.092	-0.164	0.181	0.299
Si	4.278	8.374	29.882	-0.147	0.105	-0.353
Si	1.724	11.664	29.104	-0.048	0.012	-0.324
Si	14.68	11.411	25.084	0.025	0.059	0.486
Si	2.539	4.699	27.006	-0.157	-0.241	0.483
Si	9.819	3.949	28.938	-0.145	0.015	-0.288
Si	5.345	3.466	27.017	-0.049	0.175	0.338
Si	15.962	13.188	27.221	0.046	0.105	0.336
Si	10.84	10.528	31.3	-0.054	-0.003	-0.43
Si	9.533	17.09	32.098	0.074	-0.075	-0.396
Si	15.836	17.576	29.513	-0.054	-0.025	-0.379
Si	8.02	10.696	27.254	-0.136	-0.196	0.395
Si	9.293	6.752	25.077	-0.197	-0.162	0.642
Si	3.037	5.278	24.117	-0.163	0.126	0.424
Si	3.609	13.93	26.188	-0.211	-0.167	0.456
Si	1.365	14.972	5.59	-0.012	-0.003	-0.015
Si	4.096	1.369	5.571	0	-0.024	-0.03
Si	1.354	4.095	5.544	0.02	0.027	-0.037
Si	4.081	6.776	5.575	-0.057	0.015	-0.016
Si	1.339	9.521	5.55	0.056	-0.03	-0.037
Si	4.08	12.231	5.59	0.023	0.016	-0.019
Si	6.814	14.962	5.576	0.002	0.008	-0.024
Si	9.554	1.349	5.557	-0.018	0.043	-0.037
Si	6.81	4.069	5.558	0.02	-0.037	-0.033
Si	9.544	6.79	5.527	0	0.004	-0.05
Si	6.797	9.514	5.571	-0.025	0.034	-0.036
Si	9.539	12.251	5.566	0.019	0.016	-0.033
Si	12.253	14.975	5.543	0.03	-0.019	-0.05
Si	14.956	1.388	5.553	0.012	-0.003	-0.04
Si	12.244	4.09	5.518	-0.019	0.015	-0.053
Si	14.966	6.788	5.526	-0.004	0.004	-0.05
Si	12.255	9.498	5.535	-0.021	-0.008	-0.033
Si	14.984	12.222	5.569	-0.043	0	-0.03
Si	2.734	16.33	6.946	0.006	-0.01	0.006
Si	5.457	2.719	6.944	-0.004	0.003	0.01
Si	2.71	5.435	6.94	-0.009	0.034	0.022
Si	5.442	8.148	6.938	0.015	-0.002	0.01
Si	2.71	10.866	6.939	0.008	0.004	-0.006
Si	5.451	13.598	6.945	0.008	-0.02	-0.005
Si	8.183	16.322	6.935	-0.015	-0.008	0.007
Si	10.899	2.731	6.915	-0.017	0.007	0.013
Si	8.182	5.435	6.914	0.003	0.002	-0.003
Si	10.894	8.147	6.914	0.01	-0.008	0.014
Si	8.17	10.881	6.929	0.002	-0.013	-0.001
Si	10.901	13.611	6.929	-0.022	-0.007	0.011
Si	13.608	16.332	6.924	-0.006	-0.001	0.002
Si	16.323	2.735	6.926	-0.003	-0.004	0.006
Si	13.606	5.436	6.905	0.012	-0.024	0.017
Si	16.312	8.15	6.918	-0.007	0.022	0.005
Si	13.605	10.863	6.921	-0.018	0.038	0.011
Si	16.329	13.595	6.944	0.014	-0.004	0.005
Si	1.363	1.371	8.303	-0.007	-0.023	-0.002
Si	4.083	4.077	8.306	-0.006	-0.016	0.001
Si	1.355	6.803	8.305	0.024	-0.004	-0.003
Si	4.079	9.51	8.308	-0.014	-0.009	0.002
Si	1.367	12.236	8.314	0.007	0.02	0.013
Si	4.093	14.963	8.313	0.014	0.017	0.005
Si	6.82	1.358	8.311	0.008	0.019	0.001
Si	9.535	4.078	8.297	-0.008	-0.011	-0.001
Si	6.819	6.792	8.296	0	0.018	0.009
Si	9.536	9.513	8.291	0.004	0.017	0.001
Si	6.812	12.235	8.31	-0.016	0.002	0.003
Si	9.536	14.959	8.308	-0.005	-0.001	0.006
Si	12.251	1.371	8.299	0.012	0.004	0.001
Si	14.963	4.09	8.299	0.022	0.021	0.002
Si	12.251	6.791	8.292	-0.028	0.003	-0.001
Si	14.961	9.508	8.3	-0.001	-0.011	0.001
Si	12.253	12.234	8.295	0.004	-0.003	-0.001
Si	14.962	14.963	8.3	-0.016	-0.024	-0.002
Si	16.325	16.323	9.673	0.014	0.005	0
Si	2.726	2.721	9.682	0.01	0.012	0.005
Si	16.32	5.443	9.681	-0.009	0.007	-0.002
Si	2.718	8.156	9.681	0	0.004	0.002
Si	16.32	10.872	9.676	0.004	0.004	-0.001
Si	2.73	13.6	9.68	0.002	-0.01	0.008
Si	5.455	16.321	9.684	0	-0.014	0.003
Si	8.178	2.721	9.678	-0.011	0.002	0.001
Si	5.45	5.438	9.672	-0.005	-0.002	-0.003
Si	8.175	8.157	9.67	-0.004	-0.002	0
Si	5.445	10.875	9.677	0.013	0.009	0.001
Si	8.172	13.598	9.68	0.003	-0.012	0.007
Si	10.895	16.325	9.675	-0.016	0.003	0
Si	13.61	2.726	9.675	-0.002	-0.016	-0.002
Si	10.893	5.437	9.674	0.006	0	-0.004
Si	13.604	8.15	9.675	0.003	0.01	0.002
Si	10.891	10.875	9.67	-0.012	0.002	0.003
Si	13.608	13.596	9.671	-0.003	0.009	0.002
Si	1.367	14.963	11.048	0	-0.006	0.002
Si	4.088	1.359	11.054	-0.005	0.001	0.001
Si	1.364	4.083	11.052	0.01	-0.005	-0.003
Si	4.086	6.797	11.046	0	0.008	0
Si	1.361	9.52	11.054	0.002	0.004	0.002
Si	4.087	12.238	11.053	0.004	0.007	0.003
Si	6.813	14.958	11.057	-0.006	0.006	0.002
Si	9.534	1.359	11.053	0.004	0	0.002
Si	6.81	4.078	11.047	-0.002	-0.004	0
Si	9.533	6.798	11.049	-0.005	0.009	-0.003
Si	6.813	9.516	11.045	0	-0.011	-0.003
Si	9.532	12.235	11.049	-0.013	0.008	0.001
Si	12.251	14.957	11.045	0.006	-0.008	-0.002
Si	14.968	1.362	11.048	-0.006	0.006	0
Si	12.252	4.081	11.053	-0.009	0.003	-0.002
Si	14.963	6.799	11.06	0.008	-0.003	0.001
Si	12.25	9.516	11.048	0	-0.007	-0.002
Si	14.966	12.237	11.048	-0.002	0.003	0.002
Si	2.723	16.322	12.428	0.018	-0.005	0.004
Si	5.453	2.717	12.425	-0.002	0.017	-0.005
Si	2.725	5.442	12.424	0.005	-0.003	-0.001
Si	5.446	8.161	12.415	0.003	0.001	-0.011
Si	2.722	10.881	12.426	-0.007	0.002	0.004
Si	5.443	13.603	12.427	0.009	-0.017	0
Si	8.176	16.317	12.429	-0.008	0.007	0.002
Si	10.893	2.718	12.424	0.002	-0.005	-0.005
Si	8.167	5.44	12.421	0.004	-0.006	-0.003
Si	10.895	8.155	12.426	-0.011	0.013	-0.004
Si	8.17	10.877	12.424	-0.008	-0.001	-0.001
Si	10.892	13.597	12.42	-0.006	-0.001	-0.002
Si	13.613	16.315	12.418	-0.011	-0.003	-0.001
Si	16.327	2.721	12.426	0.002	-0.003	-0.002
Si	13.611	5.435	12.436	-0.013	0.008	0.002
Si	16.321	8.165	12.431	0.006	-0.004	-0.002
Si	13.607	10.88	12.425	0.009	0	0.003
Si	16.328	13.599	12.418	0.004	0.008	-0.003
Si	1.359	17.679	13.802	-0.006	0.028	0.003
Si	4.089	4.079	13.792	0.005	-0.012	0
Si	1.364	6.805	13.799	-0.002	0.008	0
Si	4.087	9.519	13.791	0.026	-0.014	-0.007
Si	1.363	12.245	13.8	0.013	-0.015	-0.001
Si	4.079	14.961	13.805	-0.023	0.02	0.003
Si	6.811	17.676	13.801	0.011	-0.022	-0.004
Si	9.528	4.078	13.791	-0.021	0.018	-0.008
Si	6.801	6.801	13.789	-0.022	0.024	-0.003
Si	9.539	9.521	13.795	0	-0.022	-0.008
Si	6.803	12.239	13.795	0.004	0.018	-0.002
Si	9.539	14.957	13.8	0.004	-0.016	0.001
Si	12.256	17.673	13.791	0	0.007	-0.006
Si	14.974	4.076	13.81	0.015	-0.01	0.001
Si	12.253	6.798	13.809	0.017	-0.014	-0.007
Si	14.966	9.529	13.809	-0.022	0.007	-0.001
Si	12.248	12.24	13.799	-0.019	0.016	-0.001
Si	14.972	14.957	13.794	0.005	-0.01	-0.003
Si	16.322	16.314	15.181	0	-0.007	-0.004
Si	2.722	2.726	15.163	0.012	-0.005	-0.015
Si	16.327	5.452	15.181	0.001	-0.007	0
Si	2.729	8.164	15.167	-0.005	0.021	-0.005
Si	16.325	10.893	15.183	0.017	0.019	-0.011
Si	2.709	13.61	15.181	0.028	-0.012	0.008
Si	5.446	16.319	15.175	0.013	0.016	0.001
Si	8.173	2.719	15.17	0.015	0.014	0.008
Si	5.441	5.443	15.167	0.018	-0.004	0.004
Si	8.166	8.162	15.151	0.014	-0.008	-0.027
Si	5.43	10.891	15.168	-0.025	-0.036	-0.006
Si	8.174	13.592	15.164	-0.028	-0.004	0.002
Si	10.903	16.319	15.172	0	0.008	-0.005
Si	13.623	2.693	15.172	-0.049	0.008	-0.008
Si	10.891	5.425	15.169	-0.015	0.004	-0.006
Si	13.608	8.168	15.184	0.002	0.005	0.008
Si	10.897	10.877	15.18	0.007	0	0
Si	13.611	13.602	15.166	0.004	-0.016	-0.041
O	5.298	16.569	32.865	0.009	-0.257	0.459
O	17.282	14.492	23.438	0.216	0.169	-0.735
O	5.428	5.518	32.728	0.205	-0.134	0.151
O	10.628	11.106	32.816	0.25	-0.037	0.466
O	15.593	3.824	31.252	0.024	-0.083	0.274
O	14.542	12.493	23.846	-0.238	0.075	-0.548
O	1.638	10.201	25.731	-0.523	-0.212	-0.379
O	1.696	14.839	30.575	-0.131	0.013	0.372
O	16.631	11.2	32.61	0.244	-0.039	0.632
O	10.818	13.549	22.65	0.002	0.134	-0.285
O	9.953	17.447	30.57	-0.028	0.184	0.587
O	6.532	3.409	23.248	-0.003	0.031	-0.296
O	9.896	6.648	33.571	0.157	0.145	0.286
O	15.412	17.437	33.682	0.083	-0.068	0.405
O	14.172	13.248	32.707	0.138	-0.192	0.589
O	13.681	19.018	32.785	0.108	-0.189	0.589
O	13.528	5.379	22.558	-0.003	0.132	-0.288
O	8.167	16.347	22.547	0.03	0.152	-0.335
O	5.478	8.206	22.618	-0.1	0.092	-0.438
O	2.989	13.713	32.545	-0.215	-0.179	0.61
O	10.883	16.869	32.97	0.232	0.192	0.297
O	6.436	14.635	23.331	-0.035	0.015	-0.024
O	17.403	15.939	32.904	-0.124	-0.01	0.431
O	12.777	15.704	28.615	0.074	0.226	0.181
O	8.074	8.348	32.789	0.16	0.078	0.626
O	14.05	16.266	25.682	-0.115	-0.117	-0.1
O	3.726	3.591	27.218	0.049	-0.245	-0.073
O	7.348	7.04	27.926	-0.173	0.334	0.177
O	17.141	12.73	28.249	-0.078	-0.034	0.21
O	10.519	14.172	31.027	0.021	0.249	0.276
O	7.245	9.513	30.532	0.021	-0.017	-0.002
O	2.827	10.923	22.594	-0.124	0.247	-0.84
O	2.535	5.637	28.332	-0.138	0.204	0.031
O	12.774	4.555	26.088	-0.169	-0.266	-0.492
O	10.086	16.243	28.24	-0.152	0.172	0.037
O	8.645	15.717	32.01	-0.121	0.099	0.404
O	7.898	12.018	28.187	-0.087	-0.02	0.087
O	4.453	12.081	33.803	0.114	-0.152	0.315
O	4.222	9.89	26.165	-0.131	0.241	-0.373
O	5.166	16.381	28.623	-0.154	0.247	0.056
O	11.963	6.11	30.354	-0.105	0.122	0.04
O	5.946	4.995	26.926	-0.255	-0.17	-0.23
O	3.368	5.45	30.943	0.199	-0.144	0.284
O	6.177	11.892	30.279	-0.128	0.022	0.12
O	11.568	4.8	32.696	0.041	0.034	0.783
O	10.523	3.195	25.556	0.121	-0.11	-0.409
O	4.335	14.468	30.341	-0.218	0.035	0.198
O	8.134	5.298	22.458	0.107	0.143	-0.278
O	4.551	9.842	30.556	0.133	-0.084	0.376
O	12.767	12.943	30.371	0.05	-0.131	0.2
O	9.241	9.82	27.9	-0.075	0.116	-0.038
O	16.243	5.843	32.774	0.287	-0.206	0.893
O	5.443	18.032	30.684	-0.267	-0.004	0.396
O	14.741	17.503	23.541	0.048	0.097	-0.694
O	8.602	5.023	28.845	-0.157	-0.016	0.168
O	1.319	8.951	23.378	0.18	-0.045	-0.496
O	15.119	7.233	23.392	-0.066	-0.133	-0.317
O	9.979	7.318	28.304	0.158	0.155	-0.209
O	10.355	3.99	30.468	0.031	0.036	0.491
O	16.716	16.509	25.061	0.128	-0.118	-0.388
O	6.606	9.892	27.263	0.238	-0.099	-0.076
O	7.819	6.131	25.428	0.102	-0.003	-0.373
O	11.933	3.431	23.325	0.18	0.212	-0.122
O	4.7	8.412	28.329	0.108	-0.152	0.135
O	3.102	12.377	26.038	-0.187	0.071	-0.024
O	3.611	6.598	23.375	0.181	0.117	-0.338
O	8.389	7.153	30.416	0.153	0.283	0.312
O	7.163	20.201	33.61	0.061	-0.065	0.507
O	16.41	2.859	22.6	0.178	0.002	-0.696
O	3.917	18.837	32.841	-0.036	0.256	0.314
O	9.76	18.23	23.352	-0.284	0.196	-0.371
O	12.4	10.099	31.219	0.131	0.066	0.057
O	13.289	10.807	25.681	-0.023	0.099	-0.132
O	1.669	4.765	23.392	0.02	-0.238	-0.173
O	12.536	14.977	33.641	0.084	-0.126	0.62
O	12.409	9.499	34	0.013	0.15	0.073
O	4.598	17.888	23.431	-0.213	0.008	-0.312
O	2.682	12.436	30.159	0.274	-0.108	0.289
O	5.674	7.609	26.07	0.016	-0.133	-0.254
O	3.526	7.358	32.852	-0.314	0.178	0.491
O	14.702	13.896	27.98	-0.039	-0.115	-0.084
O	8.662	18.287	32.766	0.147	0.11	0.201
O	14.635	6.11	30.522	0.042	-0.044	0.196
O	16.504	18.654	28.508	0.071	0.049	0.245
O	4.335	12.975	23.214	-0.147	-0.062	-0.201
O	4.121	4.087	23.997	-0.061	-0.007	-0.007
O	13.499	8.215	25.291	0.059	-0.29	-0.082
O	5.083	14.062	25.521	0.416	0.094	-0.448
O	10.518	11.666	30.156	-0.219	-0.428	0.205
O	17.155	5.851	30.26	-0.354	0.128	0.055
O	12.545	15.156	23.716	0.193	-0.259	-0.651
O	1.753	3.964	33.508	0.045	-0.106	0.255
O	2.6	14.983	25.474	0.131	0.271	-0.294
O	14.938	4.175	27.633	0.009	0.05	-0.021
O	16.275	8.14	25.571	0.132	0.014	-0.339
O	9.584	7.091	23.52	0.127	0.037	-0.677
O	9.437	8.189	25.855	-0.024	-0.088	-0.424
O	1.838	9.278	33.516	-0.13	0.201	0.339
O	12.943	3.749	30.592	-0.054	0.022	-0.039
O	6.156	13.905	28.513	0.217	0.108	0.145
O	15.398	16.342	28.541	-0.034	-0.028	0.065
O	5.662	18.971	25.638	0.141	-0.227	-0.481
O	6.124	10.537	32.646	0.031	0.2	0.572
O	11.034	13.741	28.451	-0.266	-0.057	0.1
O	13.643	7.961	32.446	0.105	-0.134	0.671
O	5.182	7.308	30.755	0.033	-0.422	0.321
O	2.802	5.632	25.697	0.152	0.03	-0.42
O	6.852	14.701	33.812	0.424	0.077	0.51
O	2.729	7.786	29.894	0.171	0.046	0.282
O	9.314	18.813	28.44	0.098	0.172	0.205
O	3.687	14.352	27.762	-0.296	-0.183	0.078
O	17.457	3.924	26.726	0.225	0.204	-0.03
O	11.684	9.019	27.052	0.126	-0.129	-0.074
O	6.557	12.19	24.346	0.049	-0.243	0.213
O	2.658	10.783	28.099	0.146	0.23	0.197
O	7.321	9.817	23.513	-0.182	-0.085	-0.318
O	7.616	17.05	29.267	0.008	-0.019	0.249
O	17.147	10.619	29.969	-0.32	-0.266	0.492
O	2.741	16.279	22.59	0.001	0.237	-0.692
O	10.472	5.813	25.668	-0.055	0.125	-0.367
O	11.63	15.281	26.274	0.054	-0.017	-0.459
O	15.025	9.717	31.161	0.101	-0.064	0.361
O	9.857	9.268	31.017	0.298	0.062	-0.071
O	15.402	11.893	26.453	0.064	-0.24	-0.209
O	16.536	14.141	26.057	-0.205	0.169	-0.149
O	13.376	8.233	29.749	0.044	0.121	0.142
O	14.477	18.012	30.304	-0.079	0.239	0.405
O	8.696	13.204	32.785	-0.204	0.121	0.59
O	15.656	10.316	24.379	0.048	-0.305	-0.533
O	8.083	13.732	30.236	0.191	0.243	0.399
O	10.977	4.41	27.9	0.213	0.037	-0.034
O	16.962	17.247	30.608	0.278	-0.079	0.308
O	3.11	16.88	31.362	-0.076	0.034	-0.14
O	5.973	18.925	28.252	0.245	-0.048	0.182
O	11.898	17.468	24.749	-0.033	0.189	-0.087
O	8.427	11.017	25.716	-0.017	0.257	-0.505
O	13.391	10.614	22.497	-0.179	-0.18	-0.136
O	8.998	11.841	23.287	-0.054	0.092	-0.268
O	15.477	18.567	25.962	-0.049	-0.336	-0.145
O	13.417	6.236	28.083	-0.181	-0.021	0.205
O	14.869	6.035	25.809	0.429	0.16	-0.258
O	15.306	12.312	30.585	-0.087	-0.19	0.043
O	14.504	14.833	30.487	0.296	-0.189	0.479
H	11.74	8.589	22.699	-0.216	-0.114	0.08
O	11.286	9.747	24.539	-0.114	-0.116	-0.296
H	10.484	9.194	24.567	0.007	0.024	0.087

Results
total energy: -101689.557 eV
total energy less fixed offsets of H -15.91, O -438.35, Si -107.03 eV per atom: -4.537 eV
